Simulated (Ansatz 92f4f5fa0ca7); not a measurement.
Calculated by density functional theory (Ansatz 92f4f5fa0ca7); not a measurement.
Periodic cell of 243 atoms, Si148O89H6, from a study of silicon, its oxide and their interface. The atomic structure is a simulated model.
Doubt: the cutoff is far below the 930 eV that the study's wrapper takes by default for these files, so forces and energies are approximate.

Settings: functional PBE; potential files Ansatz PAW; basis plane waves; wave-function cutoff 580 eV; density cutoff ratio 5; exchange-correlation grid ratio 1; k mesh 1 x 1 x 1, Gamma-centred; self-consistency stop 5e-08 eV per atom in the density residual; occupations fixed; spin none; net charge 0.

Cell vectors (angstrom)
a  11.6015  0  0
b  0  10.938  0
c  0  0  32.9837

Atoms and the computed forces on them: element, x, y, z (angstrom), force x, y, z (eV/angstrom)
Si  0.2122  -0.1135  24.3541  0.1017  -0.2221  -0.1039
Si  3.8538  0.0795  24.2715  0.2298  -0.151  0.0115
Si  7.8754  0.0686  24.1082  0.2634  -0.3453  -0.2814
Si  1.907  1.4346  24.3216  -0.2642  0.4539  -0.1992
Si  5.8341  1.3262  24.2012  -0.3902  0.1669  -0.2805
Si  9.8877  1.2689  24.3242  -0.1062  0.2883  -0.2232
Si  0.0884  5.4864  24.114  -0.1885  -0.3297  -0.4195
Si  3.9978  5.4203  24.4419  0.0221  -0.1944  0.0013
Si  7.8403  5.6206  24.3044  -0.2085  -0.197  -0.4981
Si  2.1011  6.7168  24.1647  0.4518  -0.027  -0.3648
Si  5.8462  6.8617  24.412  0.0272  0.1531  0.0957
Si  9.8024  6.8914  24.2748  -0.0141  0.3146  -0.1456
Si  1.9969  2.7881  26.2306  0.0035  0.1422  0.0844
Si  5.9023  2.6689  26.1643  0.1444  0.1464  0.2029
Si  9.7794  2.702  26.2113  0.0188  0.1746  0.1127
Si  0.065  4.177  26.1517  0.0365  -0.1965  0.1076
Si  3.9866  4.0488  26.3062  -0.065  -0.1251  -0.0425
Si  7.8258  4.0757  26.1261  0.0542  -0.1054  0.1318
Si  2.0395  8.1325  26.1094  -0.1571  0.1438  0.2116
Si  5.8552  8.2936  26.253  0.045  0.0658  0.0034
Si  9.7358  8.1867  26.2287  -0.0344  0.2381  0.1632
Si  0.108  9.4729  26.2309  -0.1471  -0.1412  0.1964
Si  3.8891  9.6196  26.1908  -0.0671  -0.0982  0.083
Si  7.817  9.6414  26.1258  -0.0146  -0.1301  0.0795
Si  0.0488  -0.0217  28.1346  0.0191  0.1232  -0.0412
Si  3.8872  0.0069  28.1521  -0.0249  0.1083  -0.0817
Si  7.7807  -0.0035  28.1308  0.0086  0.0981  -0.0412
Si  1.9584  1.3844  28.1477  -0.0389  -0.0977  -0.0733
Si  5.8428  1.3664  28.1439  0.0983  -0.2205  -0.0878
Si  9.7201  1.3637  28.1591  -0.003  -0.0818  -0.0071
Si  0.0378  5.487  28.1439  -0.0215  0.1242  -0.12
Si  3.9313  5.4682  28.1794  0.0027  0.1564  -0.0451
Si  7.7601  5.4383  28.1117  0.0696  0.1124  -0.0513
Si  1.9925  6.8384  28.1266  -0.013  -0.1929  -0.1668
Si  5.8511  6.8644  28.1533  -0.0198  -0.0878  -0.0828
Si  9.6817  6.8315  28.1614  0.0165  -0.1694  -0.0462
Si  1.9336  2.7345  30.0844  -0.0047  -0.004  -0.0282
Si  5.8008  2.7345  30.0844  0.0342  0.0402  -0.0307
Si  9.6679  2.7345  30.0844  0.0659  0.0038  0.0397
Si  0  4.1018  30.0844  0.0454  -0.0601  -0.1048
Si  3.8672  4.1018  30.0844  0.0632  -0.0296  0.1706
Si  7.7343  4.1018  30.0844  -0.0134  -0.0457  -0.1564
Si  1.9336  8.2035  30.0844  0.0562  0.0555  -0.1681
Si  5.8008  8.2035  30.0844  0.0945  0.034  0.1063
Si  9.6679  8.2035  30.0844  -0.0273  0.0641  0.0567
Si  0  9.5708  30.0844  0.0478  -0.0588  -0.0458
Si  3.8672  9.5708  30.0844  0.02  0.0137  -0.0276
Si  7.7343  9.5708  30.0844  0.0513  -0.0266  -0.1105
Si  0  0  32.018  -0.0024  0.0826  0.001
Si  3.8672  0  32.018  -0.0159  0.0273  0.0012
Si  7.7343  0  32.018  0.0156  0.0886  -0.0144
Si  1.9336  1.3673  32.018  0.0046  0.1087  -0.1067
Si  5.8008  1.3673  32.018  0.0036  -0.1054  -0.0068
Si  9.6679  1.3673  32.018  -0.0119  -0.0365  0.0126
Si  0  5.469  32.018  -0.0024  0.1802  0.0314
Si  3.8672  5.469  32.018  0.002  -0.0373  -0.0042
Si  7.7343  5.469  32.018  -0.0066  0.0758  -0.023
Si  1.9336  6.8362  32.018  0.0087  -0.1118  -0.0039
Si  5.8008  6.8362  32.018  -0.0024  0.0056  0.0096
Si  9.6679  6.8362  32.018  -0.0104  -0.1323  0.0691
Si  1.9336  2.7345  0.9679  -0.0588  -0.0449  -0.5538
Si  5.8008  2.7345  0.9679  -0.028  -0.029  0.1956
Si  9.6679  2.7345  0.9679  -0.0127  0.02  -0.1324
Si  0  4.1018  0.9679  -0.1187  -0.0674  0.4548
Si  3.8672  4.1018  0.9679  -0.0618  -0.024  0.0067
Si  7.7343  4.1018  0.9679  0.0552  -0.0717  0.051
Si  1.9336  8.2035  0.9679  -0.1118  0.1109  0.0469
Si  5.8008  8.2035  0.9679  0.0073  0.1158  -0.0993
Si  9.6679  8.2035  0.9679  -0.0176  0.0156  0.3637
Si  0  9.5708  0.9679  -0.1152  -0.125  -0.1275
Si  3.8672  9.5708  0.9679  0.0063  -0.0698  -0.1712
Si  7.7343  9.5708  0.9679  -0.015  0.0382  -0.0145
Si  -0.0677  -0.0416  2.9061  -0.0707  0.137  0.0387
Si  3.8158  -0.0265  2.8925  0.0255  0.1663  0.0836
Si  7.7128  -0.0101  2.9171  0.034  0.0976  0.0476
Si  1.8605  1.3237  2.8042  0.0216  -0.0812  -0.0573
Si  5.7559  1.3658  2.9371  -0.0024  -0.1246  0.0945
Si  9.6427  1.3963  2.9067  -0.0306  -0.162  0.0896
Si  -0.0644  5.4617  2.9793  0.0186  0.169  0.1147
Si  3.8347  5.5089  2.8641  -0.0539  0.0662  0.1375
Si  7.7041  5.4615  2.9054  -0.0178  0.1213  0.1262
Si  1.8647  6.8307  2.8968  -0.0841  -0.1609  0.1176
Si  5.788  6.8302  2.8681  -0.0024  -0.1404  0.0279
Si  9.6196  6.8689  2.9862  0.0018  -0.1008  0.1272
Si  1.8031  2.8183  4.5758  0.0715  0.0117  -0.0494
Si  5.6812  2.7641  4.8859  -0.0284  0.259  -0.0982
Si  9.6087  2.8253  4.813  0.0154  0.1991  -0.0204
Si  -0.052  4.2022  5.0642  -0.1012  -0.2162  -0.2823
Si  3.7521  4.1701  4.7955  0.0832  -0.1513  0.048
Si  7.6423  4.1434  4.8814  0.0684  -0.1521  -0.1846
Si  1.7827  8.1193  4.8861  0.1142  0.2246  -0.1503
Si  5.7606  8.1373  4.8121  0.0477  0.1182  -0.1094
Si  9.6123  8.1108  5.095  0.0084  0.1419  -0.1294
Si  -0.1224  9.566  4.8802  0.1072  -0.1391  -0.0888
Si  3.7879  9.4079  4.7337  -0.191  -0.09  0.033
Si  7.6544  9.5586  4.8703  -0.0055  -0.084  -0.118
Si  -0.1811  0.1463  6.692  0.1304  -0.0001  -0.0018
Si  3.6747  -0.0679  6.5094  -0.2686  -0.5259  0.1296
Si  7.5004  0.1628  6.6797  -0.0001  -0.1933  0.1788
Si  1.8275  1.3126  6.3162  -0.1097  0.3757  -0.2071
Si  5.428  1.402  6.8219  -0.0776  0.1607  0.3123
Si  9.4519  1.4684  6.6862  -0.0381  0.3406  -0.0098
Si  0.1016  5.3181  7.3222  0.116  -0.384  0.7448
Si  3.7797  5.5488  6.7783  0.1833  -0.2666  0.1321
Si  7.6681  5.4396  6.8633  0.031  -0.028  -0.1031
Si  1.838  6.8602  6.9301  0.2941  0.5223  0.1614
Si  5.7679  6.8267  6.7603  -0.0079  -0.0222  -0.0855
Si  9.6768  6.6579  7.1976  -0.3664  0.3353  0.5165
H  7.4696  4.4869  7.997  -0.0423  -0.0156  0.0849
H  5.7423  7.7914  7.8972  0.0013  0.0193  0.1292
H  11.5534  10.2412  7.9064  -0.0412  -0.0644  0.2066
O  4.7468  2.1635  8.2169  0.2399  -0.0806  -0.2635
O  1.9036  7.9704  8.2032  -0.1896  -0.339  -0.3334
O  9.4365  7.5099  8.6501  0.1605  -0.3856  -0.5912
O  12.0596  4.4867  8.8415  -0.2955  0.6755  -0.9151
O  7.7273  10.0736  7.9866  -0.0269  0.002  -0.2734
O  3.4368  10.1717  8.0114  0.1207  0.0536  -0.1635
O  4.2025  -2.3547  12.5385  -0.0231  0.0076  -0.0951
O  2.9868  6.5103  11.4439  -0.0276  0.0191  -0.0699
O  9.3111  2.4991  8.0315  0.1366  -0.0712  -0.3018
H  4.0417  4.5747  23.2102  -0.0045  0.0024  -0.0407
H  3.8443  10.1216  23.0796  -0.0112  -0.0458  -0.12
H  5.7644  7.7348  23.2032  0.0131  0.0106  -0.0953
O  2.6659  7.2822  22.6705  -0.1968  0.0117  0.3967
O  9.8084  7.9771  22.9949  0.0868  -0.1791  0.2331
O  12.3666  10.0919  22.9214  0.0279  -0.0265  0.3082
O  7.8054  4.9276  22.7648  0.0665  0.0616  0.4295
O  10.1731  2.325  23.0512  -0.051  -0.0901  0.1686
O  8.1233  10.0467  22.7329  -0.2052  0.2512  0.3806
O  5.4103  2.3658  22.9431  0.0228  -0.1134  0.4181
O  1.3267  2.2636  22.9426  0.2568  -0.0664  0.243
O  11.5947  4.5463  22.6949  0.0722  0.3462  0.4446
Si  12.4751  3.3131  9.9351  0.0947  -0.1923  0.6855
Si  9.2092  -1.8448  21.9745  -0.1101  -0.0988  -0.3787
Si  7.1884  -3.088  20.0318  -0.1918  -0.0891  -0.1655
Si  3.4522  2.699  19.0626  0.0157  -0.0734  -0.3024
Si  9.6546  13.0013  9.5712  -0.1165  -0.073  0.2962
Si  -2.1332  8.1645  10.1372  0.0685  -0.0567  0.4776
Si  5.463  2.6411  21.3553  0.081  -0.0832  -0.554
Si  1.1695  0.4979  18.8024  -0.021  0.2468  -0.2616
Si  7.5205  1.5596  19.4806  0.1136  0.1078  -0.3148
Si  6.0881  10.6138  15.1513  -0.0586  0.0374  0.0925
Si  11.5529  -4.1227  17.2329  0.0642  -0.1236  -0.1236
Si  11.5359  2.9407  22.3807  0.0292  -0.258  -0.3005
Si  15.8  7.6012  11.2186  -0.031  -0.1065  0.3406
Si  4.5868  9.2065  19.5218  0.0804  0.0647  -0.1414
Si  10.439  6.0425  12.1  0.1074  -0.0219  0.2241
Si  8.5113  3.7678  11.9302  -0.0167  0.2505  0.2843
Si  0.3875  5.6864  14.416  0.0394  0.0117  0.0146
Si  -1.1319  13.0503  19.5245  -0.2931  0.0535  -0.4594
Si  5.291  0.6519  17.9815  0.0943  0.0732  -0.0073
Si  1.4325  -7.8547  13.0552  0.0895  0.0094  0.2843
Si  8.5919  15.0692  18.7733  0.0236  -0.2118  -0.1443
Si  6.5642  7.5404  15.0994  -0.1028  -0.0651  -0.048
Si  7.9243  -0.3991  9.5275  -0.0717  -0.001  0.3926
Si  0.5498  9.5536  11.1028  0.0376  -0.137  0.3946
Si  8.4334  6.7078  17.3879  -0.0237  -0.165  -0.0143
Si  1.1047  0.0777  13.5214  0.0476  0.029  0.0489
Si  13.0781  -1.4756  16.2901  0.0179  0.049  0.0135
Si  13.9765  5.7353  18.6422  -0.0126  -0.1158  -0.1433
Si  3.9123  7.6848  16.8085  -0.0459  -0.0149  0.0015
Si  3.3626  3.0455  8.3944  -0.1124  -0.1507  0.0081
Si  4.6414  3.2681  12.7145  -0.0101  0.063  0.1279
Si  17.4124  1.0291  11.1605  -0.1007  0.0727  0.3618
Si  7.2377  5.1303  21.2639  0.0564  0.1952  -0.3332
Si  7.0476  1.8447  13.6543  -0.0691  0.1005  -0.0038
Si  6.1617  5.8521  12.3842  -0.0806  -0.1095  -0.0179
Si  4.0851  -0.7453  12.7483  -0.007  -0.0468  0.078
Si  2.7104  9.1364  9.0099  0.1528  0.0272  0.1732
Si  1.5962  6.8812  12.1946  0.0788  0.0064  0.0778
Si  14.0525  7.6489  21.1069  0.0959  0.0615  -0.4613
Si  0.4282  9.7467  21.3629  0.0668  0.1134  -0.5286
O  -0.2225  2.6012  20.7823  0.1413  0.1139  0.4248
O  6.5928  6.7702  13.658  0.0587  0.0588  0.0578
O  3.9234  8.4328  9.8628  -0.0623  0.0508  -0.1796
O  -4.1135  7.4587  18.4781  0.0231  0.0449  0.1527
O  0.7585  4.1467  14.0884  0.0065  -0.0625  -0.0267
O  6.8815  11.4574  18.4028  -0.0444  0.0353  0.0791
O  4.6468  2.169  18.0311  0.0011  -0.0344  0.0676
O  8.3121  5.0927  17.5195  -0.0339  0.1022  0.0293
O  1.1571  10.6996  20.2514  -0.0736  -0.1461  0.3799
O  -0.3227  1.1085  18.5364  0.0599  -0.0473  0.1697
O  3.0758  3.0388  13.0614  -0.0071  0.0128  -0.053
O  17.5935  15.0716  21.0237  -0.0487  0.038  0.1124
O  0.9171  1.6762  13.7041  -0.0377  0.0114  -0.0592
O  5.2536  10.8941  16.5202  0.0129  -0.023  -0.0532
O  6.0805  -1.9107  20.1272  0.0441  -0.0356  0.0631
O  8.6384  2.8705  10.5788  0.0976  -0.0593  -0.1982
O  4.9127  4.8686  12.7488  0.009  0.0119  -0.0273
O  1.6478  6.5561  13.8017  -0.0077  -0.0117  -0.0709
O  3.0874  6.368  17.3046  0.0163  0.0153  0.0328
O  2.1738  12.6885  18.87  -0.0486  -0.0413  0.0785
O  0.1163  10.6539  12.2433  0.0238  -0.0552  -0.0991
O  0.3412  6.1324  11.4531  -0.0329  -0.0477  -0.1612
O  6.5388  1.5477  20.7759  -0.0604  0.0168  0.2526
O  7.8687  7.0182  15.9094  0.029  0.0513  -0.0551
O  14.5518  -2.166  16.0341  -0.0223  -0.0219  0.0095
O  1.6708  9.967  9.9807  0.0159  0.0533  -0.1526
O  5.1293  7.234  15.8271  0.0116  -0.014  -0.0053
O  12.0819  -2.6553  16.7842  -0.0289  0.0276  0.0602
O  8.1768  9.1554  10.3701  -0.0608  0.0408  -0.1144
O  6.6035  0.532  9.8333  0.0714  -0.0725  -0.1781
O  13.8125  2.5865  7.3282  0.1084  0.1703  0.214
O  4.3872  -0.1822  19.0639  -0.0418  -0.1173  0.0693
O  11.7385  -5.1504  15.9904  -0.014  0.007  0.0974
O  8.4792  4.881  20.2221  -0.0229  0.0283  0.2203
O  9.2758  0.4867  9.7506  0.0944  0.0301  -0.1124
O  6.9465  11.8271  12.332  -0.0222  -0.067  -0.1623
O  -3.0512  8.3616  20.6942  0.1855  0.1037  0.2263
O  3.7747  4.6139  8.1882  -0.0433  0.0391  -0.2878
O  10.6275  6.3103  13.7068  -0.0084  -0.0264  -0.0878
O  1.5859  -0.4211  17.5295  0.0222  -0.1031  0.0161
O  15.0976  8.8304  20.6578  -0.0722  -0.0856  0.1836
O  7.2326  11.7903  14.938  -0.0087  -0.0227  -0.0462
O  7.3572  4.9144  11.8051  0.0727  -0.0738  -0.0698
O  10.4202  -1.0213  21.2512  -0.0465  0.0823  0.237
O  9.0703  1.3251  19.9282  0.0312  -0.0264  0.1777
O  10.0664  14.3843  18.6571  0.0124  -0.0241  0.1482
O  5.6204  2.6311  13.8718  0.0387  -0.012  0.0296
O  4.0181  2.5622  20.5937  0.0569  0.0186  0.3295
O  6.7836  -1.7827  15.0355  0.0612  0.0423  -0.0003
O  2.9094  4.1957  18.7053  -0.0209  0.1013  0.0672
O  9.4145  7.0464  11.3433  -0.0861  0.1741  -0.2605
O  2.7388  6.3991  20.0923  -0.0317  0.0931  0.2629
O  6.6206  6.5979  20.9123  0.0198  -0.0411  0.0957
O  12.3723  6.0638  18.4418  0.023  0.045  0.0907
O  9.9979  -3.8652  17.6245  0.0162  0.0738  0.0492
O  9.9349  4.5171  12.001  -0.0042  -0.1125  -0.0912
O  5.1521  2.5486  11.2939  0.0399  -0.0904  -0.1077
O  8.2568  2.9013  13.3117  0.0087  -0.0608  -0.053
O  7.4421  13.9284  18.6991  -0.0483  0.0073  0.0967
O  -0.7499  9.0015  10.3232  -0.0177  -0.0043  -0.1719
O  5.6321  6.8259  11.1738  -0.0434  0.082  -0.0859
O  12.5324  8.2373  20.9685  -0.1454  -0.0637  0.1642
O  4.6007  10.9106  11.3851  0.0673  0.0438  -0.1368
O  4.953  10.6793  14.0081  0.0286  0.053  -0.0521
O  12.8887  8.4502  12.0466  -0.0821  0.1361  -0.1237
O  0.909  3.4953  11.578  -0.0802  0.0088  -0.4775
O  2.5994  -0.2265  13.0136  0.0529  0.0015  -0.0608
O  12.5004  -0.73  14.9411  -0.0525  -0.0434  0.0106
O  4.5077  8.3047  18.1813  -0.0007  -0.0312  0.076
O  11.2639  2.1971  9.8059  0.0333  -0.0528  -0.1259
O  14.0645  2.8734  9.7581  0.1063  0.0166  -0.0632

Results
free energy: -144793.130 eV
free energy less fixed offsets of H -15.97, O -568.88, Si -635.61 eV per atom: 3.290 eV

The program warned: the cutoff lies below the one the program advises for these potential files; the forces do not sum to zero within the program's tolerance; the exchange-correlation potential is rough where the density is thin.
